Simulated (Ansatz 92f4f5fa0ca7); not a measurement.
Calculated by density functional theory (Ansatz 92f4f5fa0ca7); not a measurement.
Periodic cell of 406 atoms, Si266O140, from a study of silicon, its oxide and their interface. The atomic structure is a simulated model.
Doubt: the cutoff is far below the 930 eV that the study's wrapper takes by default for these files, so forces and energies are approximate.
This geometry differs little from another in the collection (a relaxation step or a small displacement).

Settings: functional PBE; potential files Ansatz PAW; basis plane waves; wave-function cutoff 580 eV; density cutoff ratio 5; exchange-correlation grid ratio 1; k mesh 1 x 1 x 1, Gamma-centred; self-consistency stop 5e-08 eV per atom in the density residual; occupations fixed; spin none; net charge 0.

Cell vectors (angstrom)
a 15.4687 0 0
b 0 12.8259 0
c 0 0 36.0293

Atoms and the computed forces on them: element, x, y, z (angstrom), force x, y, z (eV/angstrom)
Si -0.008 1.166 33.332 0.002 0.002 0
Si 3.889 1.175 33.36 0 0.005 0
Si 7.748 1.185 33.342 -0.004 0.001 0.001
Si 11.634 1.189 33.34 0 0.005 -0.001
Si 1.869 7.579 33.376 0.003 -0.001 -0.005
Si 5.808 7.572 33.39 -0.001 -0.002 -0.005
Si 9.642 7.583 33.359 0.001 -0.001 -0.005
Si 13.528 7.575 33.32 0 -0.003 -0.007
Si 1.934 5.247 33.762 -0.144 0.128 0.666
Si 5.801 5.247 33.762 0.059 -0.023 0.068
Si 9.668 5.247 33.762 0.008 0.198 -0.496
Si 13.535 5.247 33.762 -0.121 -0.043 -0.482
Si 0 11.66 33.762 -0.143 -0.104 0.029
Si 3.867 11.66 33.762 0.142 0.109 -0.075
Si 7.734 11.66 33.762 -0.232 0.184 0.008
Si 11.602 11.66 33.762 0.06 0.126 0.021
Si 0 4.664 34.999 0.096 0.026 0.014
Si 3.867 4.664 34.999 -0.038 -0.009 0.009
Si 7.734 4.664 34.999 -0.018 -0.109 -0.077
Si 11.602 4.664 34.999 0.047 -0.082 -0.11
Si 1.934 11.077 34.999 0.019 0.01 -0.044
Si 5.801 11.077 34.999 0.011 0.112 0.063
Si 9.668 11.077 34.999 0.002 -0.02 -0.037
Si 13.535 11.077 34.999 -0.001 0.048 0.04
Si 0 2.332 35.411 -0.031 -0.065 -0.085
Si 3.867 2.332 35.411 0.047 0.048 0.093
Si 7.734 2.332 35.411 -0.048 0.002 0.029
Si 11.602 2.332 35.411 0.137 -0.023 0.04
Si 1.934 8.745 35.411 -0.295 0.018 0.193
Si 5.801 8.745 35.411 0.092 0.068 0.253
Si 9.668 8.745 35.411 -0.029 0.086 0.06
Si 13.535 8.745 35.411 0.055 -0.021 -0.173
Si 1.934 1.749 0.619 0.012 -0.029 -0.025
Si 5.801 1.749 0.619 -0.006 0.029 0.009
Si 9.668 1.749 0.619 -0.018 -0.036 -0.037
Si 13.535 1.749 0.619 -0.018 0.055 0.011
Si 0 8.162 0.619 0.044 0.075 0.048
Si 3.867 8.162 0.619 0.044 -0.022 -0.037
Si 7.734 8.162 0.619 -0.043 0.011 0.042
Si 11.602 8.162 0.619 0.009 -0.024 -0.056
Si 0 5.83 1.031 -0.1 -0.006 0.035
Si 3.867 5.83 1.031 0.03 0.01 0.009
Si 7.734 5.83 1.031 0.029 0.069 0.047
Si 11.602 5.83 1.031 -0.04 0.022 0.03
Si 1.934 12.243 1.031 -0.014 0.006 -0.004
Si 5.801 12.243 1.031 -0.029 -0.091 -0.054
Si 9.668 12.243 1.031 -0.005 0.042 0.024
Si 13.535 12.243 1.031 0.01 -0.019 -0.008
Si 1.934 5.247 2.268 0.02 -0.021 0.21
Si 5.801 5.247 2.268 -0.099 -0.017 0.048
Si 9.668 5.247 2.268 0.121 -0.008 0.05
Si 13.535 5.247 2.268 0.125 0.018 0.109
Si 0 11.66 2.268 0.018 -0.052 -0.356
Si 3.867 11.66 2.268 0.195 0.03 -0.074
Si 7.734 11.66 2.268 -0.129 -0.045 -0.094
Si 11.602 11.66 2.268 -0.043 0.026 0.001
Si 1.934 2.915 2.68 -0.003 -0.006 -0.023
Si 5.801 2.915 2.68 0.011 -0.082 -0.063
Si 9.668 2.915 2.68 0.033 -0.011 0.018
Si 13.535 2.915 2.68 0.01 -0.145 -0.106
Si 0 9.328 2.68 -0.074 0.027 0.066
Si 3.867 9.328 2.68 -0.045 0.036 0.035
Si 7.734 9.328 2.68 0.028 0.112 0.11
Si 11.602 9.328 2.68 -0.001 0.018 0.038
Si 5.806 0.642 30.021 0.001 0.015 0.001
Si 1.987 0.458 30.137 -0.001 0.008 0.002
Si 8.614 3.716 23.509 -0.001 -0.002 0
Si 17.374 -1.835 30.555 0 -0.016 -0.022
Si 4.444 6.567 27.258 0.007 -0.006 0.007
Si 7.247 3.736 28.233 -0.007 -0.004 0.007
Si 5.37 8.815 25.51 0.003 -0.004 0.002
Si 5.788 4.671 22.667 0.003 0.002 0.002
Si 2.028 4.34 21.386 0 0.002 -0.004
Si 7.466 -0.653 26.941 0.008 0.001 0.004
Si 16.301 7.057 22.035 0.002 -0.001 -0.002
Si 19.97 0.351 26.575 -0.007 -0.001 0.022
Si -5.87 11.287 30.636 0.004 -0.001 -0.003
Si 3.681 7.027 30.356 -0.018 0.011 0.002
Si 0.994 9.977 22.972 0.004 0 -0.001
Si 19.083 11.111 24.438 0.001 -0.002 0
Si -2.973 6.797 25.974 -0.003 0.001 -0.002
Si 2.043 7.717 28.758 0.005 -0.005 0.002
Si 12.223 6.126 16.24 0.005 -0.003 0.01
Si 11.713 3.126 28.063 -0.007 -0.007 0.007
Si 2.085 10.154 28.341 0.004 0.019 0.023
Si 7.735 14.32 28.916 -0.005 -0.004 0.003
Si 11.512 7.098 29.998 -0.008 0.008 0.003
Si 15.197 5.413 19.781 0.001 -0.004 0.001
Si -1.864 0.569 30.008 0 -0.004 -0.004
Si 0.171 1.007 24.778 0.015 -0.007 -0.014
Si 5.521 7.581 29.076 0.038 -0.125 0.03
Si 4.959 4.275 27.288 0.009 0.009 0
Si 0.84 3.336 28.561 0.009 -0.003 0.007
Si -0.002 7.016 29.822 0.002 0.003 0.005
Si 9.596 7.289 26.685 0.004 0.002 0.011
Si 13.417 7.72 28.723 -0.003 0 0
Si 0.171 0.961 28.761 0.007 -0.008 -0.001
Si 8.988 -1.186 24.292 -0.002 -0.002 0.005
Si 9.681 0.785 30.145 -0.005 -0.001 0.003
Si 11.255 -1.099 25.112 -0.006 -0.007 -0.015
Si -2.095 10.184 28.277 -0.002 0.013 0.014
Si 3.752 4.664 30.625 0.01 -0.004 -0.016
Si 7.641 7.128 30.029 -0.018 0.019 -0.011
Si 9.559 7.97 28.888 0.008 -0.012 -0.01
Si 0.051 4.646 30.408 -0.007 -0.007 -0.003
Si 3.298 3.396 28.698 -0.005 -0.007 0.017
Si 7.678 4.785 30.349 -0.011 -0.01 -0.001
Si 11.614 4.613 30.176 0.005 0 -0.001
Si 9.352 6.416 17.465 -0.005 0 0.001
Si 5.25 9.778 28.379 0.025 0.173 -0.046
Si 9.527 10.388 28.515 -0.005 0.009 0.007
Si 13.538 11.077 30.48 0.004 -0.01 -0.001
Si 1.862 4.058 31.803 0.004 0.002 0.008
Si 5.802 4.125 31.681 0.005 -0.005 0
Si 9.684 4.173 31.578 -0.001 0.002 0.002
Si 13.511 4.123 31.594 0 0.003 0.003
Si -0.038 10.436 31.731 0 -0.002 -0.008
Si 3.902 10.502 31.695 -0.001 -0.001 -0.001
Si 7.662 10.523 31.7 0.003 0.001 -0.001
Si 11.578 10.52 31.696 -0.001 0.001 -0.008
Si 1.95 1.726 32.136 0 -0.006 -0.007
Si 5.814 1.783 32.102 0 -0.003 -0.003
Si 9.699 1.885 32.18 0.003 -0.004 -0.001
Si 13.549 1.781 32.051 -0.001 -0.001 0.003
Si -0.016 8.1 32.011 -0.002 0.004 0.005
Si 3.841 8.224 32.303 -0.001 0.001 0.002
Si 7.702 8.197 32.128 -0.003 0.004 0.005
Si 11.563 8.164 32.114 0.002 -0.002 0.003
Si 0 2.332 3.917 -0.075 0.067 -0.189
Si 3.867 2.332 3.917 0.076 -0.027 -0.044
Si 7.734 2.332 3.917 -0.174 -0.211 -0.078
Si 11.602 2.332 3.917 0.133 -0.025 -0.176
Si 1.934 8.745 3.917 0.16 -0.246 -0.095
Si 5.801 8.745 3.917 -0.09 0.046 0.43
Si 9.668 8.745 3.917 0.055 -0.09 0.085
Si 13.535 8.745 3.917 0.066 0.117 0.013
Si 1.963 6.415 4.362 0.001 0.003 0
Si 5.811 6.425 4.329 -0.002 0.005 0.002
Si 9.704 6.41 4.338 -0.006 -0.001 0.002
Si 13.578 6.436 4.333 -0.001 0.002 0.006
Si 0.018 12.813 4.291 -0.001 0 -0.001
Si 3.899 12.809 4.332 -0.001 0.001 0
Si 7.689 12.806 4.327 0.003 -0.003 -0.002
Si 11.579 12.817 4.341 0.004 0.001 0.002
Si 0.022 5.905 5.64 -0.005 -0.007 -0.002
Si 3.911 5.876 5.641 -0.001 -0.005 0.001
Si 7.748 5.788 5.521 0.01 0 -0.006
Si 11.671 5.885 5.589 0.008 -0.005 0.002
Si 1.952 12.139 5.457 -0.001 -0.005 0
Si 5.798 12.174 5.636 0.002 -0.002 -0.006
Si 9.604 12.189 5.53 -0.008 -0.001 -0.003
Si 13.564 12.213 5.5 0 -0.002 0.002
Si -0.028 3.572 5.916 0.004 -0.003 0.001
Si 3.932 3.522 5.957 -0.001 0.003 0.001
Si 7.7 3.456 5.976 0 -0.004 0.003
Si 11.651 3.557 5.919 -0.001 0.003 0.003
Si 1.961 9.828 5.995 0.001 0.006 0.002
Si 5.767 9.853 6.09 0.002 0.008 0.006
Si 9.709 9.875 6.005 0.003 -0.002 0.005
Si 13.559 9.887 6.001 0 -0.002 0.004
Si 1.928 2.937 7.006 -0.008 -0.011 -0.002
Si 5.787 2.768 7.257 0.003 0.002 0
Si 11.519 3.362 10.352 0.016 0.022 0.006
Si 13.38 0.566 11.243 -0.001 0.043 0.054
Si 0.032 9.306 7.248 0.001 0.008 -0.001
Si 3.792 9.305 7.433 -0.004 -0.003 0.001
Si 7.789 9.281 7.235 0.003 -0.012 -0.015
Si 11.657 9.319 7.287 -0.004 0.001 0.001
Si -1.867 6.35 9.077 0.001 -0.017 -0.004
Si 1.973 6.147 9.004 0.004 -0.012 -0.011
Si 11.724 6.992 7.711 -0.01 0.004 0.001
Si 9.733 6.297 8.725 0.021 -0.006 -0.024
Si -2.468 17.132 14.754 0.016 -0.006 0.003
Si 5.73 13.22 7.774 -0.001 -0.005 0.005
Si 9.731 13.459 7.485 0.017 -0.001 -0.008
Si 13.664 13.444 7.484 0.001 -0.004 0.001
Si 3.889 6.941 7.809 -0.001 0.002 0.004
Si 3.635 12.841 8.796 0.001 -0.006 0.004
Si 7.787 6.939 7.556 -0.01 0.006 0.002
Si 15.528 6.978 7.823 -0.004 0.004 0
Si -5.518 9.951 10.726 0.028 0.001 0.002
Si 1.995 13.5 7.322 -0.013 0.015 0.005
Si 7.845 10.1 9.476 -0.009 0.015 -0.005
Si 8.362 7.738 14.814 -0.001 -0.005 0.01
Si 1.891 3.826 9.133 -0.011 0.005 -0.006
Si 5.434 -0.528 11.546 -0.014 -0.007 0.006
Si 9.713 2.916 7.043 0.004 0.005 -0.006
Si 15.605 1.155 10.714 0.016 0.013 -0.013
Si 0.185 12.952 8.606 0.018 0.003 -0.01
Si 3.87 10.392 11.601 0.002 0.01 0.007
Si 2.973 10.608 9.36 -0.003 0.004 -0.006
Si 11.769 10.584 9.295 0.011 -0.005 -0.003
Si 2.5 5.644 11.34 0.022 -0.015 0.016
Si 3.79 3.586 10.519 0.001 0.001 0.006
Si 5.808 3.952 9.286 -0.005 0.001 -0.003
Si 13.586 7.549 12.153 0 0.003 -0.003
Si 0.44 10.704 9.085 0 -0.003 -0.018
Si 7.829 15.805 10.127 0 0.007 0.011
Si 17.431 13.544 12.237 -0.003 -0.007 -0.001
Si 8.758 13.678 9.661 0 -0.012 0.015
Si -1.914 2.95 7.178 0.004 0.009 0.007
Si -0.026 3.421 10.545 0.012 0.014 0.012
Si 9.675 4.014 9.078 -0.008 -0.004 -0.004
Si 11.174 1.074 10.467 0.006 -0.017 -0.014
Si -1.94 4.006 9.31 -0.001 -0.012 0
Si 6.614 7.521 10.725 -0.014 -0.029 -0.035
Si 15.65 4.034 12.879 -0.004 0.002 -0.035
Si 19.275 1.144 10.868 0.001 0.001 0
O 25.387 14.27 19.113 0.001 0.001 -0.003
O 9.89 23.639 12.16 -0.006 0 0.006
O 8.586 25.356 23 0.001 0 -0.002
O 11.337 -8.698 20.83 0.001 -0.001 0
O 8.808 -4.231 20.944 0.001 -0.001 -0.003
O 13.417 8.801 22.72 -0.001 -0.001 0
O -2.268 19.475 27.439 0.001 -0.002 -0.003
O 16.558 23.331 17.018 0 -0.001 0.002
O 11.995 0.363 24.875 0.003 0 0.003
O -6.136 20.109 18.836 0.002 -0.003 -0.003
O 17.532 21.688 19.015 0.001 -0.002 0
O 32.366 -4.219 22.11 0 0 0.001
O -0.486 13.105 20.203 0 -0.001 -0.001
O 12.089 5.328 25.364 0 -0.002 0.001
O 3.222 19.864 11.806 -0.001 0.014 0.001
O -23.551 17.472 22.965 0.003 -0.001 0.001
O -3.52 -5.339 15.367 -0.001 -0.001 -0.006
O 4.862 7.294 25.832 0.001 0.003 -0.011
O 4.307 20.786 20.21 0.001 -0.002 0
O 12.073 -15.09 24.254 0.001 0.005 0.009
O 27.172 -8.612 13.744 -0.009 -0.001 0.008
O 4.995 1.631 25.613 0.002 -0.002 -0.008
O -7.872 22.02 14.8 0.002 0 -0.002
O -3.361 -12.091 22.253 0.001 0 0.003
O 24.042 3.505 25.135 0 0 -0.005
O 17.141 7.3 13.951 0.011 -0.004 0.005
O 20.75 3.643 21.486 -0.001 -0.004 -0.002
O -10.405 4.099 24.033 -0.002 -0.003 0.007
O 0.225 16.976 27.226 -0.001 0.004 -0.003
O -6.726 10.077 23.913 0.003 0.002 -0.001
O 5.729 -5.248 12.082 0.005 0.002 0.008
O -7.996 27.102 13.212 0.002 -0.002 0.011
O 19.578 9.652 24.924 -0.002 0.001 -0.002
O 6.806 -5.587 19.868 0.001 -0.001 -0.001
O -7.602 12.023 25.4 0.003 -0.003 -0.003
O 5.465 -6.63 22.05 0 -0.002 -0.002
O 34.659 -2.499 28.024 0.001 -0.015 0.005
O 24.257 -31.026 16.349 -0.002 -0.004 -0.006
O 0.117 -15.011 19.412 0 -0.001 0
O 15.313 19.518 15.798 -0.004 0.002 0
Si -2.719 14.026 23.689 0.001 0 -0.007
Si 7.937 3.802 17.033 -0.001 0 0.002
Si 8.135 8.651 24.378 -0.005 0.001 0.004
Si 0.157 7.562 14.453 -0.008 -0.004 -0.006
Si -6.507 4.138 26.609 0.002 0.007 -0.006
Si 9.593 6.83 10.968 -0.009 -0.008 0.02
Si -4.716 -8.651 12.404 0.006 -0.01 -0.027
Si 9.751 7.91 22.082 0.001 0.001 0
Si 10.549 2.291 17.88 0.002 -0.002 0.004
Si 7.775 0.918 22.291 0.001 -0.001 0
Si 0.414 11.786 20.536 0 0 0.001
Si 18.908 24.844 20.218 0 -0.001 -0.003
Si -14.718 -3.237 18.35 -0.001 0 -0.001
Si 5.366 6.743 20.469 0.001 0 0
Si 2.282 2.225 14.084 -0.005 -0.012 -0.005
Si 18.419 -5.352 14.943 -0.004 -0.004 -0.005
Si 11.693 -0.007 8.519 -0.013 0.01 -0.004
Si -13.289 14.973 23.742 -0.001 -0.007 -0.008
Si -7.334 8.152 19.537 -0.002 -0.001 0.003
Si 15.921 11.839 27.203 0.004 0.003 0.026
Si 11.606 13.627 28.724 0.004 -0.002 0.001
Si 4.201 -8.774 20.301 0 -0.002 -0.001
Si 3.999 -21.006 15.295 -0.001 0.002 0
Si 5.06 -9.948 17.663 -0.004 -0.003 0
Si 8.01 10.72 15.335 0.001 -0.004 0.012
Si 5.926 -6.539 8.864 0.003 0.01 0.014
Si -4.038 -1.408 27.501 0.001 -0.002 0.009
Si -1.639 11.28 10.251 0.002 -0.107 -0.002
Si 13.127 -0.262 14.011 0.008 0.007 -0.008
Si 11.099 5.097 22.106 -0.001 -0.001 0.004
Si 17.504 11.226 12.871 0.008 0.015 -0.01
Si 4.462 3.2 25.297 0.007 0 -0.008
Si 4.188 0.597 15.721 -0.008 0.003 0.006
Si 9.17 0.145 19.754 0.001 -0.001 0.004
Si 19.727 8.15 12.427 -0.006 0.003 0.009
Si 7.73 -1.944 17.784 0 -0.001 0.004
Si 10.611 -1.928 13.64 0.011 0.006 0
Si 12.521 3.723 19.791 0.001 0 -0.002
Si 5.797 11.114 30.332 -0.012 -0.043 -0.019
Si 3.834 1.111 28.793 0 0.001 -0.005
Si 1.44 -2.971 15.566 -0.004 -0.004 0.007
Si 20.185 -12.456 22.626 0.002 -0.003 0.001
Si 6.882 4.997 14.304 -0.006 -0.004 0.003
Si -4.15 8.015 13.973 0.009 0.006 -0.006
Si 14.417 -4.619 23.866 0 -0.002 0.001
Si 12.846 4.361 24.261 0 0.003 0.002
Si 19.072 -3.619 19.447 0.001 -0.003 -0.001
Si 11.804 -0.415 21.108 -0.002 -0.003 -0.001
Si 14.519 3.472 26.333 -0.007 0.01 0.001
Si 14.857 19.756 17.348 0.007 -0.001 -0.002
Si 13.736 13.823 19.441 0.001 -0.004 -0.001
Si 27.65 -2.971 22.774 0 -0.002 -0.003
Si 13.011 1.533 16.476 0.004 -0.007 0
Si -0.922 -15.097 12.321 -0.033 0.034 -0.051
Si 23.452 2.851 12.466 -0.005 -0.002 -0.019
Si 6.928 -0.568 9.671 -0.001 0.008 -0.004
Si 6.44 13.022 13.573 -0.007 -0.008 -0.016
Si -10.823 11.311 17.668 -0.004 -0.002 0.001
O 4.751 -20.186 19.636 0.002 0 0
O 4.477 0.108 21.043 0.005 0.001 0.001
O 0.799 -9.875 13.985 0.004 -0.001 0.004
O -0.757 7.062 13.22 0.008 0.004 0.013
O -11.077 4.034 16.738 0.001 -0.002 0
O 10.795 -7.027 17.014 -0.002 -0.001 -0.004
O -12.023 26.908 23.159 -0.006 0.005 0.006
O 21.675 1.019 22.756 0.001 -0.001 0
O 11.554 12.21 13.765 -0.006 -0.001 -0.001
O 17.451 5.873 22.067 0 -0.001 0.001
O 8.718 -0.879 18.561 -0.001 -0.003 -0.003
O 8.289 -7.611 17.75 0.004 -0.002 -0.002
O 10.225 -0.589 20.767 0.001 -0.001 0
O 22.575 16.986 12.931 0.003 -0.003 0
O 1.391 5.136 12.486 -0.014 -0.003 0.007
O 13.418 0.295 15.5 -0.002 0 0.004
O 9.551 3.136 12.883 0.002 0.007 0.014
O 13.798 21.962 12.133 0.012 -0.009 0.001
O 5.156 0.807 14.415 0.01 0 -0.001
O 5.934 9.573 26.855 -0.016 -0.016 0.034
O 23.378 -12.162 20.673 0.001 -0.001 -0.001
O 15.034 1.974 25.962 -0.006 -0.003 0.005
O 13.25 2.962 15.694 -0.002 0.006 -0.006
O 0.158 5.815 18.256 0 0 -0.001
O -21.385 -1.839 14.869 -0.007 -0.002 0.001
O 10.539 6.549 21.632 0 -0.002 -0.002
O 8.077 10.948 27.849 -0.002 -0.001 -0.004
O 14.098 -14.372 13.728 -0.004 0 0.04
O 8.087 0.762 27.45 -0.001 -0.009 -0.007
O 11.651 3.398 18.43 0.001 -0.002 0.001
O 4.314 -9.905 19.12 0.001 -0.001 0
O -0.314 -4.395 17.915 -0.001 -0.001 0
O 12.484 12.802 19.676 0.001 -0.001 0.001
O 23.22 9.446 18.606 0 0.002 -0.003
O 16.183 10.401 12.303 -0.013 -0.004 -0.008
O 35.643 -1.062 23.414 0 0.001 0
O 28.582 29.023 27.191 0.002 0.001 -0.004
O 3.27 16.359 14.342 0 -0.001 0
O 15.281 19.76 23.314 0 -0.001 0.002
O -3.048 2.787 24.008 0 -0.004 0.001
O 31.69 4.259 20.333 0.002 -0.002 0.001
O 30.942 22.263 24.177 0 -0.001 0.001
O 0.213 11.051 21.993 0.001 -0.002 0.001
O -16.562 13.702 23.705 -0.001 -0.001 0.004
O 5.833 12.29 27.001 -0.004 -0.006 -0.001
O -1.772 6.909 10.666 0 0.009 -0.001
O 6.776 -16.561 10.271 0.002 -0.006 0.014
O -2.076 15.228 20.208 0 0 0
O 26.888 -11.454 16.846 -0.002 -0.002 0.001
O -2.898 5.167 22.863 0.001 -0.002 0
O 25.619 5.669 12.003 0.003 0.001 0.012
O -13.256 -2.004 23.652 -0.002 -0.003 -0.003
O 24.621 5.748 26.385 -0.001 -0.014 -0.001
O -1.546 1.335 17.842 0 -0.001 0.002
O -8.356 24.686 14.538 0 0.003 -0.001
O -0.081 19.591 20.698 0.001 0 0.001
O -3.067 10.992 21.631 0 -0.001 0.001
O -1.974 0.867 12.897 0.001 -0.001 0.003
O 3.49 12.19 25.692 0.003 0.002 -0.005
O 4.808 14.261 16.97 0.002 0 -0.001
O 21.705 11.545 17.889 0.006 -0.002 -0.001
O 7.996 6.875 11.29 0.003 0.005 0.004
O 8.522 15.116 22.741 0 -0.001 0.001
O -1.834 -20.734 19.733 -0.001 -0.002 0
O 14.355 4.288 24.91 0 -0.004 -0.001
O -4.378 -5.209 26.066 0.004 -0.001 0.001
O 4.187 -4.76 14.066 -0.004 -0.002 -0.004
O 35.296 -3.089 18.07 0.002 -0.001 0
O 9.712 7.768 13.898 0.002 -0.003 0
O 11.579 -3.214 13.877 -0.002 -0.011 -0.001
O 1.75 3.195 22.542 0.001 -0.005 0.005
O 19.106 -2.401 20.548 0 -0.006 0
O 6.511 -4.115 24.352 0.001 -0.001 -0.002
O 24.244 -5.273 23.352 0 -0.004 -0.002
O 4.215 -13.816 16.171 0.002 -0.004 0
O 14.615 10.818 27.343 -0.009 -0.005 -0.004
O -6.909 8.281 25.905 -0.003 0.004 -0.002
O 6.68 3.104 17.807 0.004 0 -0.002
O 10.848 9.02 22.467 0 -0.003 0.002
O 27.593 20.064 12.784 -0.003 0.002 0.007
O 1.91 12.431 20.533 -0.003 0.001 0.001
O 20.758 17.975 14.472 -0.002 -0.002 0.001
O 18.161 14.002 15.318 0.005 -0.003 0.002
O 7.545 16.911 15.482 0.004 -0.002 0.004
O 2.833 28.664 24.999 -0.005 0.002 0.001
O -1.173 -8.332 13.719 -0.014 -0.007 0.013
O 24.756 -9.928 17.053 -0.001 0 -0.003
O 13.552 -5.13 25.126 0.001 -0.001 0.001
O 15.568 9.147 14.891 0.001 -0.006 -0.004
O -11.725 25.077 18.646 0.001 -0.002 -0.001
O 10.386 -9.325 27.149 0.001 0.005 -0.005
O 3.186 -6.8 15.641 0.002 0.001 -0.002
O 28.728 -6.211 17.413 -0.004 -0.003 -0.004
O 2.793 32.512 27.491 -0.001 0 0.01
O 10.024 17.254 23.126 0.002 -0.001 -0.001
O 2.511 21.482 15.98 0.003 -0.004 -0.001
O 7.463 6.51 14.273 0.006 0.005 -0.003
O 0.491 12.431 25.624 -0.002 0 -0.015
O 2.056 -14.716 14.511 -0.001 -0.003 0.003
O 10.203 -17.289 11.162 0.002 -0.002 0.004

Results
free energy: -248712.078 eV
free energy less fixed offsets of O -568.88, Si -635.61 eV per atom: 3.382 eV

The program warned: the cutoff lies below the one the program advises for these potential files; the forces do not sum to zero within the program's tolerance; the exchange-correlation potential is rough where the density is thin.
